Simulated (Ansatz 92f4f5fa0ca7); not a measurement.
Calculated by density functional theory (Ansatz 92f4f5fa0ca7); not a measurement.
Periodic cell of 351 atoms, Si241O110, from a study of silicon, its oxide and their interface. The atomic structure is a simulated model.
Doubt: the cutoff is far below the 930 eV that the study's wrapper takes by default for these files, so forces and energies are approximate.
This geometry differs little from another in the collection (a relaxation step or a small displacement).

Settings: functional PBE; potential files Ansatz PAW; basis plane waves; wave-function cutoff 580 eV; density cutoff ratio 5; exchange-correlation grid ratio 1; k mesh 1 x 1 x 1, Gamma-centred; self-consistency stop 5e-08 eV per atom in the density residual; occupations fixed; spin none; net charge 0.

Cell vectors (angstrom)
a	11.6015	0	0
b	0	13.3963	0
c	0	0	40.0866

Atoms: element, x, y, z (angstrom)
Si	0	2.2327	1.1851
Si	3.8672	2.2327	1.1851
Si	7.7343	2.2327	1.1851
Si	1.9336	5.5818	1.1851
Si	5.8008	5.5818	1.1851
Si	9.6679	5.5818	1.1851
Si	0	8.9308	1.1851
Si	3.8672	8.9308	1.1851
Si	7.7343	8.9308	1.1851
Si	1.9336	12.2799	1.1851
Si	5.8008	12.2799	1.1851
Si	9.6679	12.2799	1.1851
Si	1.9336	1.1164	1.9745
Si	5.8008	1.1164	1.9745
Si	9.6679	1.1164	1.9745
Si	0	4.4654	1.9745
Si	3.8672	4.4654	1.9745
Si	7.7343	4.4654	1.9745
Si	1.9336	7.8145	1.9745
Si	5.8008	7.8145	1.9745
Si	9.6679	7.8145	1.9745
Si	0	11.1635	1.9745
Si	3.8672	11.1635	1.9745
Si	7.7343	11.1635	1.9745
Si	1.9336	1.1164	4.3426
Si	5.8008	1.1164	4.3426
Si	9.6679	1.1164	4.3426
Si	0	4.4654	4.3426
Si	3.8672	4.4654	4.3426
Si	7.7343	4.4654	4.3426
Si	1.9336	7.8145	4.3426
Si	5.8008	7.8145	4.3426
Si	9.6679	7.8145	4.3426
Si	0	11.1635	4.3426
Si	3.8672	11.1635	4.3426
Si	7.7343	11.1635	4.3426
Si	0	0	35.746
Si	3.8672	0	35.746
Si	7.7343	0	35.746
Si	1.9336	3.3491	35.746
Si	5.8008	3.3491	35.746
Si	9.6679	3.3491	35.746
Si	0	6.6981	35.746
Si	3.8672	6.6981	35.746
Si	7.7343	6.6981	35.746
Si	1.9336	10.0472	35.746
Si	5.8008	10.0472	35.746
Si	9.6679	10.0472	35.746
Si	0	0	38.1142
Si	3.8672	0	38.1142
Si	7.7343	0	38.1142
Si	1.9336	3.3491	38.1142
Si	5.8008	3.3491	38.1142
Si	9.6679	3.3491	38.1142
Si	0	6.6981	38.1142
Si	3.8672	6.6981	38.1142
Si	7.7343	6.6981	38.1142
Si	1.9336	10.0472	38.1142
Si	5.8008	10.0472	38.1142
Si	9.6679	10.0472	38.1142
Si	0	2.2327	38.9036
Si	3.8672	2.2327	38.9036
Si	7.7343	2.2327	38.9036
Si	1.9336	5.5818	38.9036
Si	5.8008	5.5818	38.9036
Si	9.6679	5.5818	38.9036
Si	0	8.9308	38.9036
Si	3.8672	8.9308	38.9036
Si	7.7343	8.9308	38.9036
Si	1.9336	12.2799	38.9036
Si	5.8008	12.2799	38.9036
Si	9.6679	12.2799	38.9036
Si	-0.2497	0.0517	28.538
Si	3.9905	-0.0797	28.5282
Si	7.7653	-0.0163	28.7748
Si	1.7891	3.2313	28.4253
Si	5.7209	3.4283	29.0031
Si	9.379	3.3031	28.7394
Si	-0.0622	6.6632	28.5026
Si	3.8635	6.6634	28.6607
Si	7.4132	6.7792	28.5252
Si	1.8119	9.9274	28.6687
Si	5.5462	10.1418	28.7492
Si	9.5882	10.0646	28.644
Si	-0.1527	2.2601	29.3649
Si	3.756	2.1679	29.2931
Si	7.5995	2.1674	29.7053
Si	1.8711	5.4999	29.2573
Si	5.6964	5.6401	29.7323
Si	9.4799	5.6329	29.178
Si	-0.1339	8.8634	29.4438
Si	3.7495	8.8764	29.547
Si	7.5771	8.9975	29.3115
Si	1.8534	12.293	29.1196
Si	5.8059	12.3072	29.6021
Si	9.6361	12.2311	29.6049
Si	-0.0634	2.2434	31.7492
Si	3.7965	2.1925	31.72
Si	7.6575	2.196	32
Si	1.8911	5.5405	31.6839
Si	5.7472	5.6327	32.0218
Si	9.5838	5.5976	31.6465
Si	-0.0703	8.8901	31.8009
Si	3.7855	8.9065	31.8782
Si	7.6596	8.9423	31.7332
Si	1.8813	12.2912	31.6116
Si	5.787	12.2758	31.9252
Si	9.6487	12.2561	31.9259
Si	1.8695	1.0986	32.5246
Si	5.7028	1.1061	32.6591
Si	9.6456	1.1115	32.6339
Si	-0.0672	4.4848	32.4977
Si	3.7952	4.4284	32.5681
Si	7.7129	4.4783	32.615
Si	1.8621	7.7572	32.5744
Si	5.7564	7.8738	32.6629
Si	9.5841	7.7986	32.5417
Si	0.0079	11.1402	32.5635
Si	3.7933	11.1763	32.5488
Si	7.7104	11.1308	32.6384
Si	1.9282	1.1087	34.924
Si	5.7792	1.1183	34.998
Si	9.6754	1.1168	34.9816
Si	-0.0092	4.4726	34.9113
Si	3.8525	4.4531	34.9483
Si	7.7445	4.4707	34.9723
Si	1.9226	7.7993	34.9478
Si	5.8035	7.8315	34.9988
Si	9.6544	7.8074	34.9331
Si	0.013	11.1604	34.9438
Si	3.8516	11.1691	34.9347
Si	7.7331	11.1522	34.9861
Si	0.0202	0.0093	5.1502
Si	3.8726	0.0027	5.1808
Si	7.7328	0.0059	5.1531
Si	1.934	3.3484	5.1566
Si	5.7931	3.3399	5.1342
Si	9.6681	3.3543	5.1558
Si	0.003	6.6776	5.1095
Si	3.8689	6.6881	5.1143
Si	7.7453	6.7052	5.1583
Si	1.9409	10.0598	5.0873
Si	5.8242	10.0694	5.1128
Si	9.6596	10.0507	5.0816
Si	0.1031	0.0287	7.5363
Si	3.9229	0.0054	7.5982
Si	7.7828	0.0353	7.5389
Si	1.9496	3.3498	7.5485
Si	5.787	3.3203	7.5029
Si	9.6796	3.3723	7.5469
Si	0.047	6.639	7.463
Si	3.9232	6.6803	7.471
Si	7.7971	6.7233	7.5515
Si	2.0027	10.0766	7.4232
Si	5.9189	10.1327	7.4659
Si	9.7008	10.0614	7.4128
Si	0.0058	2.2661	8.3726
Si	3.8583	2.2381	8.4157
Si	7.7265	2.275	8.3284
Si	1.9942	5.5826	8.3264
Si	5.8601	5.5508	8.2303
Si	9.7275	5.5948	8.3734
Si	0.0473	8.9098	8.0092
Si	3.9938	8.9703	8.0371
Si	7.8062	8.9923	8.3289
Si	2.0109	12.2417	8.3854
Si	5.8814	12.3244	8.4233
Si	9.7583	12.2931	8.1793
Si	0.0142	2.2713	10.7767
Si	3.8122	2.2413	10.8447
Si	7.72	2.3051	10.7024
Si	2.0395	5.603	10.726
Si	5.912	5.5336	10.5671
Si	9.7767	5.612	10.7931
Si	0.1029	8.869	10.2842
Si	4.0981	8.9376	10.3205
Si	7.8906	9.0601	10.7339
Si	2.0934	12.1344	10.8116
Si	5.9479	12.3558	10.8764
Si	9.8806	12.2934	10.5012
Si	1.8504	0.9832	11.5454
Si	5.7888	1.2499	11.649
Si	9.6156	1.1072	11.3699
Si	0.1349	4.5232	11.6476
Si	3.9867	4.5233	11.5569
Si	7.8159	4.5324	11.5551
Si	2.1259	7.9358	11.0142
Si	5.9621	7.7874	11.2115
Si	9.8471	7.9052	11.3908
Si	0.0929	10.9271	11.3322
Si	4.1327	10.9694	11.5344
Si	8.0297	11.3634	11.5498
O	15.6834	-9.9443	18.1711
O	14.995	4.888	22.0183
O	6.8471	-2.7083	18.6557
O	8.4965	11.709	13.153
O	1.5013	0.8353	13.1783
O	-0.4751	8.0695	16.9279
O	2.2005	3.2897	23.9143
O	13.8163	15.901	16.5782
O	17.4591	9.0569	14.9774
O	11.8734	4.586	13.3191
O	4.1409	4.617	13.2249
O	7.6006	4.514	15.9069
O	11.6758	6.7193	26.8395
O	-2.3952	3.836	18.0021
O	5.9891	3.893	27.4401
O	5.0693	10.3633	27.1538
O	8.038	13.3923	27.1165
O	1.6847	3.032	26.7414
O	-0.8462	13.6375	26.9724
O	8.9374	7.0363	24.4839
O	4.2497	6.6422	27.025
O	-0.5878	18.6827	24.6926
O	9.6812	10.1596	26.9824
O	7.6183	6.9074	14.685
Si	15.2587	-0.3769	18.5425
Si	-5.2522	12.74	21.7732
Si	7.9449	4.6846	21.7574
Si	-0.2985	4.764	14.8494
Si	4.3149	5.8763	21.0776
Si	9.5587	3.41	19.5413
Si	3.6606	-10.1608	16.6004
Si	1.7224	10.5201	25.7404
Si	-10.279	-3.5892	20.9321
Si	-3.2481	2.8326	25.6787
Si	-6.3783	1.1379	14.803
Si	0.6383	2.1685	16.4073
Si	-2.2555	0.1287	26.1107
Si	9.3923	12.9206	13.8508
Si	-0.5422	19.2444	19.7887
Si	0.5947	6.1722	25.3884
Si	22.6837	1.001	19.1362
Si	-6.234	-23.1653	19.1798
Si	7.8678	3.486	17.1385
Si	23.5457	6.6985	17.1312
Si	5.5443	6.6347	26.0075
Si	-8.492	3.3609	22.5413
Si	-1.3609	-2.6438	25.5619
Si	18.3341	12.3281	18.7815
Si	4.5596	11.5879	26.1805
Si	2.4741	3.7408	25.4724
Si	-3.8123	0.412	16.3208
Si	0.8067	-0.1198	14.3143
Si	-16.8954	-2.9287	23.737
Si	1.6406	-4.9342	23.4778
Si	13.7828	8.0626	14.069
Si	-15.0353	18.743	14.6271
Si	-5.9868	3.7311	25.8789
Si	9.4491	5.463	24.2722
Si	-0.8212	11.2455	19.1087
Si	-5.7179	15.8073	21.9468
Si	2.1581	1.1524	20.6342
Si	10.2992	-3.9552	16.786
Si	6.1242	7.5268	14.4146
Si	10.9969	22.5853	13.8959
Si	-7.7707	5.5425	14.5462
Si	8.8166	8.5954	23.8876
Si	-8.3127	-1.4248	21.1494
Si	20.1494	-19.3006	20.9403
Si	13.6198	7.2337	19.4723
Si	-18.499	-5.4513	23.2327
Si	8.1873	9.7619	18.8767
Si	4.4828	9.912	14.641
Si	14.8609	12.4047	15.5648
O	-11.3525	-2.5456	20.283
O	0.7557	-4.5268	22.1573
O	1.8404	12.0848	14.8008
O	-8.3937	11.7913	19.5137
O	11.1096	-16.2156	17.6489
O	9.0892	1.4488	25.1401
O	7.0062	-1.7824	22.7745
O	11.533	10.3572	12.8983
O	-4.1275	9.4551	24.3267
O	1.984	9.7748	24.3427
O	10.0342	22.9621	24.4361
O	13.4298	9.5258	27.0347
O	-9.6183	5.3115	25.5406
O	-0.8667	-0.5504	18.8463
O	12.2531	8.3413	14.5104
O	16.8751	12.9474	18.383
O	2.963	12.9226	17.082
O	12.1945	14.4347	20.2953
O	7.6836	18.0401	13.2231
O	-6.4359	6.852	22.0955
O	7.0897	-0.6683	20.3205
O	5.2707	18.398	20.067
O	-4.0245	-7.1838	21.2721
O	-4.711	6.9495	26.9204
O	-5.1483	-12.4911	22.296
O	-2.9462	4.3403	25.1354
O	-6.3214	9.4564	22.9243
O	6.7936	-9.6812	22.429
O	4.8168	12.1894	21.6237
O	8.9163	2.9139	27.1998
O	16.8238	7.6447	24.7652
O	14.1036	13.3151	21.6513
O	5.0933	6.439	15.05
O	11.4102	3.3316	15.6208
O	0.9171	-7.0521	20.3071
O	-7.0843	15.9806	22.8287
O	12.4078	7.4171	24.3789
O	3.084	-5.561	23.074
O	3.2175	-4.4629	14.9535
O	-0.5999	-0.7654	13.818
O	5.7519	14.9279	13.3076
O	6.3636	0.2606	15.5571
O	-3.5153	1.9895	16.5422
O	-17.6678	-10.9427	20.3279
O	13.4017	6.9752	17.8577
O	2.305	8.5556	12.5423
O	16.0332	23.9595	13.1338
O	-3.3105	3.7872	20.4616
O	-8.4947	0.9811	19.2898
O	-1.3973	-3.5892	15.1907
O	2.5712	6.4921	14.1506
O	0.2233	-2.2315	25.6907
O	-7.3091	-2.247	15.684
O	-3.7463	8.4581	19.8099
O	8.84	21.814	22.2619
O	-2.3706	18.3386	22.7387
O	3.4635	6.7903	20.0326
O	-2.3858	0.923	13.0016
O	17.0805	-2.03	24.846
O	5.7713	-21.5789	25.2227
O	12.1222	5.837	15.7676
O	10.8117	4.2753	20.1485
O	-1.5677	8.1687	13.0405
O	7.7865	13.0179	17.7444
O	-0.0058	1.8671	17.8605
O	11.0298	-7.5443	18.1655
O	2.9503	11.5885	25.8445
O	9.3277	-2.7087	19.6129
O	9.7844	5.3303	14.7192
O	-6.7982	2.3986	15.761
O	2.5498	-2.7709	21.6592
O	-1.8303	1.8026	19.6785
O	8.9408	-0.265	15.3933
O	-1.6472	-6.506	20.3713
O	2.3495	-10.7958	21.3256
O	8.7914	-4.1073	17.4218
O	1.8258	-4.5647	19.7297
O	3.451	18.0431	15.8357
O	3.9241	26.9706	14.6451
O	-11.1345	0.7913	15.5935
O	-5.861	-5.7581	12.844
O	4.0423	3.3496	25.735
O	-2.1487	12.1541	25.2043
O	4.6509	13.0398	26.9779
O	6.7344	2.6479	25.364
O	6.6204	3.5933	18.1606

Results
free energy: -215760.393 eV
free energy less fixed offsets of O -568.88, Si -635.61 eV per atom: -1.583 eV

Forces (eV/angstrom), in the order of the atoms: element, x, y, z
Si	-0.0009	0.0193	-0.0013
Si	-0.0089	0.0192	-0.0126
Si	-0.0141	0.0007	0.0449
Si	-0.0022	-0.003	0.0122
Si	-0.015	0.0006	0.0251
Si	0.0081	0.0157	0.0024
Si	-0.003	-0.0064	0.0136
Si	-0.0107	-0.0077	0.0297
Si	0.003	0.0255	0.0197
Si	-0.0127	-0.0256	0.0003
Si	0.0062	0.004	-0.0455
Si	-0.0193	-0.0318	-0.021
Si	0.0557	-0.0033	-0.001
Si	-0.0174	-0.0545	-0.0011
Si	0.0324	-0.0099	-0.0143
Si	0.0042	-0.0787	0.0045
Si	-0.0136	-0.0509	0.0017
Si	0.0045	0.0088	-0.0064
Si	0.0014	-0.0117	-0.0091
Si	0.0353	0.0028	-0.0114
Si	0.0084	-0.047	-0.0052
Si	0.0032	0.054	-0.0014
Si	0.0581	0.0654	-0.0032
Si	0.0162	0.0798	0.01
Si	0.167	0.0318	0.1098
Si	-0.0522	-0.0757	0.0662
Si	0.0592	0.0219	0.2584
Si	0.0216	-0.1787	-0.0634
Si	-0.0537	-0.1137	-0.0422
Si	-0.0117	0.0378	0.2303
Si	0.013	-0.0483	-0.0126
Si	0.1178	0.051	0.1724
Si	0.0145	-0.0855	-0.0742
Si	-0.0057	0.1727	-0.0943
Si	0.1763	0.2155	-0.0467
Si	0.0527	0.2458	-0.3381
Si	0.1188	-0.0677	0.0173
Si	-0.2477	-0.0752	0.1073
Si	-0.0346	-0.0056	-0.015
Si	-0.1991	-0.0675	-0.1983
Si	-0.0329	0.1077	-0.0064
Si	0.1138	0.0705	0.0447
Si	-0.1539	-0.0708	-0.1022
Si	-0.0655	-0.0732	-0.1017
Si	0.0334	0.0225	0.1531
Si	0.0151	-0.0878	-0.0451
Si	-0.183	0.1638	0.1621
Si	0.122	-0.1001	-0.0935
Si	0.0307	-0.0185	-0.0148
Si	-0.0725	-0.0233	-0.0163
Si	-0.0195	-0.0058	0.007
Si	-0.0681	-0.0184	0.0088
Si	-0.0226	0.0543	0.0131
Si	0.0442	0.0353	0.0051
Si	-0.0499	-0.0093	0.0044
Si	-0.0211	-0.0184	0.0143
Si	0.011	0.0229	-0.0013
Si	0.0026	-0.025	0.0057
Si	-0.0604	0.0851	0.0056
Si	0.0409	-0.0209	0.0092
Si	-0.0022	-0.0167	0.0123
Si	0.0119	-0.0207	-0.0247
Si	0.0119	-0.0036	-0.0337
Si	0.0022	0.0041	-0.0276
Si	0.0138	-0.0041	-0.0002
Si	-0.0051	-0.0156	0.0163
Si	0.0051	0.0091	-0.0017
Si	0.0105	0.015	-0.0076
Si	-0.0037	-0.0201	-0.0252
Si	0.0104	0.0231	0.02
Si	-0.0049	-0.0086	0.0247
Si	0.0208	0.0277	-0.0169
Si	0.0603	0.0136	0.111
Si	0.0083	-0.0058	0.1007
Si	0.0053	-0.0234	0.0519
Si	0.0572	0.0479	0.0472
Si	0.032	-0.1105	0.0766
Si	0.1261	0.0516	0.0397
Si	-0.026	-0.0192	0.0478
Si	0.0423	0.0142	0.0701
Si	0.0187	-0.0154	0.1107
Si	0.0388	-0.0407	0.0931
Si	0.1043	0.0156	0.0524
Si	-0.0321	0.0128	0.0348
Si	-0.0614	-0.0213	-0.0499
Si	-0.0455	0.0301	-0.0775
Si	-0.1194	-0.0183	-0.1153
Si	-0.0302	-0.0307	-0.0622
Si	0.0572	0.1368	-0.1173
Si	-0.0341	-0.0101	-0.0093
Si	0.0193	-0.0326	-0.1099
Si	-0.0866	-0.0312	-0.1187
Si	-0.042	-0.0398	-0.0458
Si	0.0182	0.0124	-0.0875
Si	-0.071	-0.0023	-0.0898
Si	0.0249	0.014	-0.1164
Si	0.0112	-0.0239	-0.0396
Si	0.0163	0.0108	-0.0572
Si	0.0396	0.0189	-0.0043
Si	0.0175	0.0297	-0.0651
Si	-0.0247	-0.0705	-0.0469
Si	0.0001	-0.0144	-0.0951
Si	-0.007	0.0311	-0.0229
Si	0.0278	0.0218	-0.0037
Si	0.0071	0.0132	-0.0513
Si	-0.0061	-0.0213	-0.0675
Si	0.006	-0.0166	-0.0566
Si	-0.026	0.0024	-0.0533
Si	-0.0156	0.0023	0.0755
Si	-0.0189	0.0152	0.0498
Si	0.0186	0.016	0.0608
Si	-0.0263	0.0071	0.0819
Si	0.0331	-0.0162	0.0982
Si	0.0237	0.0085	0.0854
Si	-0.0076	-0.0371	0.0596
Si	0.0021	0.0275	0.0297
Si	-0.0215	-0.0193	0.0968
Si	0.056	-0.0042	0.0554
Si	-0.0274	0.0016	0.0542
Si	0.0186	-0.0066	0.0727
Si	-0.0021	0.0032	-0.0197
Si	0.0177	-0.0004	0.0116
Si	-0.0056	-0.0031	0.0111
Si	0.0087	-0.0033	-0.0188
Si	-0.0124	0.0036	-0.0256
Si	-0.0118	-0.0049	-0.0065
Si	0.0012	0.021	0.0121
Si	-0.0081	-0.015	0.0298
Si	0.0069	0.0156	-0.0197
Si	-0.0228	0.0063	0.0025
Si	-0.0021	-0.0013	0.0067
Si	0.0061	0.0045	0.0025
Si	-0.0034	-0.0112	0.0135
Si	0.0054	0	0.0303
Si	0.005	0.0074	0.0105
Si	0.0101	-0.0031	0.0157
Si	0.0161	-0.0002	-0.0227
Si	0.0128	-0.0058	0.011
Si	-0.0002	0.0111	-0.0072
Si	0.0068	-0.01	0.0083
Si	0.0008	-0.0082	0.0167
Si	-0.0061	-0.0004	0.004
Si	-0.0255	-0.029	-0.0097
Si	0.013	-0.0162	-0.0138
Si	0.0011	0.0295	-0.0827
Si	-0.0138	-0.0019	-0.1022
Si	-0.0274	0.017	-0.0735
Si	-0.0047	-0.0116	-0.064
Si	-0.0445	-0.0127	-0.0459
Si	-0.0426	-0.0169	-0.065
Si	0.0253	-0.0036	-0.0396
Si	-0.0092	0.0244	-0.0746
Si	0.0045	0.0422	-0.0901
Si	0.0155	-0.0224	-0.0762
Si	0.0312	0.0358	-0.0504
Si	-0.0291	0.01	-0.038
Si	0.0166	-0.0275	0.0354
Si	0.0059	0.0009	0.0338
Si	0.0629	-0.0137	-0.0154
Si	0.0009	0.0123	0.056
Si	0.0073	0.0218	0.0165
Si	-0.0234	0.0056	0.0785
Si	0.0231	0.0442	0.0129
Si	-0.1019	-0.0396	0.0427
Si	0.0216	-0.032	0.0415
Si	0.0049	0.0128	0.0817
Si	0.0174	0.0104	0.0916
Si	-0.0252	-0.0163	0.0579
Si	-0.0349	0.0223	0.0674
Si	-0.0206	0.0205	0.0451
Si	-0.092	0.0157	0.0911
Si	0.0438	0.0225	0.0664
Si	0.009	-0.0398	0.1043
Si	0.0737	-0.0118	0.0606
Si	-0.0624	-0.1153	0.1159
Si	0.0859	0.0512	0.1007
Si	0.0493	0.0807	0.0627
Si	-0.0005	-0.1356	0.0676
Si	0.0351	-0.0042	0.0514
Si	0.0881	-0.0553	0.0913
Si	0.0003	0.0279	-0.0183
Si	0.0235	-0.0775	-0.0427
Si	0.0439	-0.0173	-0.0165
Si	-0.0472	-0.0326	-0.0491
Si	-0.0204	-0.0014	-0.0735
Si	-0.0015	-0.0463	-0.0757
Si	-0.0501	-0.0267	-0.088
Si	-0.0911	-0.0126	-0.0626
Si	-0.0126	0.0162	-0.0584
Si	0.0449	0.2414	0.0082
Si	0.0274	0.0695	-0.0928
Si	-0.1259	-0.0481	-0.0356
O	0.0113	0.0016	0.0137
O	0.0004	-0.01	0.0164
O	-0.001	-0.0103	-0.0013
O	0.0419	0.0457	-0.0172
O	-0.0041	-0.0295	-0.052
O	0.0021	-0.008	-0.0115
O	0.0277	-0.0057	-0.0394
O	-0.0022	0.0138	-0.0142
O	-0.0045	-0.022	-0.033
O	-0.0056	0.0245	0.0545
O	-0.0064	0.0407	0.0422
O	0.0065	0.0044	-0.0136
O	0.0458	-0.0487	-0.122
O	0.0028	-0.0001	-0.0007
O	-0.0349	-0.0275	0.0761
O	-0.0077	0.0304	-0.0004
O	0.0265	-0.0053	-0.0061
O	0.0022	0.0115	-0.0733
O	-0.0408	-0.0111	-0.0308
O	0.0046	0.0016	0.0053
O	-0.0146	-0.0078	-0.0055
O	0.0495	0.0453	0.0315
O	0.0196	0.0147	-0.0076
O	-0.0014	0.0061	-0.0338
Si	-0.0031	-0.0116	-0.0251
Si	0.0117	-0.0221	-0.0223
Si	0.0107	-0.0054	-0.0214
Si	-0.0104	-0.0041	-0.0284
Si	-0.0073	0.0047	-0.0121
Si	-0.0081	0.0026	-0.0144
Si	-0.0008	-0.0269	0.0025
Si	0.0468	-0.0906	-0.1381
Si	-0.0114	-0.034	-0.0243
Si	0.0358	0.0016	-0.0065
Si	0.0056	0.0257	-0.032
Si	0.0259	-0.0045	0.0223
Si	0.0092	0.021	0.0366
Si	-0.0404	-0.0355	-0.0527
Si	-0.0005	0.0149	-0.0105
Si	-0.0332	0.077	0.0242
Si	0.0018	0.0056	-0.026
Si	0.0005	-0.0061	-0.0104
Si	-0.0069	-0.0145	0.0123
Si	-0.0111	0.0046	0.0249
Si	0.0646	0.0215	0.0798
Si	-0.0222	-0.0073	-0.001
Si	-0.0161	-0.0269	0.0114
Si	0.0024	0.0119	-0.0011
Si	0.0198	0.0156	0.0419
Si	-0.0336	-0.0322	0.073
Si	-0.0183	0.0155	0.0283
Si	0.0128	0.0188	-0.0006
Si	0.0241	-0.0315	-0.0505
Si	0.0196	0.0079	0.0009
Si	0.0109	0.0089	0.0577
Si	-0.0187	-0.0194	-0.0205
Si	-0.0053	0.0108	-0.0484
Si	0.0024	0.0073	-0.0062
Si	0.0136	-0.0109	-0.0085
Si	-0.0118	-0.0073	-0.0306
Si	0.0113	0.016	-0.0247
Si	0.0015	-0.0001	0.0195
Si	0.0096	0.0071	0.0224
Si	-0.0434	0.0007	-0.0448
Si	0.0177	-0.0557	-0.0025
Si	-0.0166	-0.0161	-0.0269
Si	0.012	-0.0179	-0.0292
Si	0.0202	0.0174	-0.0022
Si	0.0059	0.0018	0.0047
Si	-0.0233	0.017	-0.0189
Si	-0.0051	-0.0046	-0.0069
Si	0.0228	0.07	-0.002
Si	0.0023	0.0065	0.0238
O	-0.0033	-0.0038	0.01
O	0.0248	0.0117	0.0452
O	0.0018	0.0016	-0.0138
O	-0.0017	0.008	0.0094
O	-0.007	0.003	-0.005
O	0.0045	-0.0102	0.0064
O	-0.0128	0.0133	0.0086
O	0.0085	-0.0563	-0.0753
O	0.0014	0.0068	0.0177
O	-0.0566	0.0143	0.1893
O	0.0198	0.0239	0.0429
O	-0.0175	0.1078	-0.0079
O	-0.0026	0.0044	0.0034
O	0.0007	-0.0026	0.0031
O	0.0234	-0.001	-0.0323
O	-0.003	-0.0016	-0.0044
O	0.0103	0.0056	0.0137
O	-0.002	-0.0055	0.0193
O	0.0205	0.0279	0.0466
O	-0.0002	-0.0155	0.0032
O	-0.0008	0.0027	0.0073
O	0.0025	0.0035	0.0068
O	-0.0139	-0.0062	0.0123
O	-0.0386	-0.0013	-0.0684
O	-0.001	0.0072	0.0138
O	0.0123	0.0167	-0.0057
O	-0.0047	-0.0041	0.026
O	0.0019	0.0006	0.0067
O	-0.018	0.0051	0.012
O	-0.0281	0.0088	0.0106
O	-0.0183	0.0212	-0.0174
O	-0.0054	-0.0026	0.0096
O	-0.0087	-0.0006	-0.02
O	-0.0074	0.0058	-0.0227
O	-0.0067	-0.0052	0.0062
O	0.0021	-0.0029	0.0078
O	0.0283	0.0169	0.0194
O	-0.0278	0.043	0.0509
O	-0.0324	-0.0395	-0.0263
O	0.0016	0.0152	0.0046
O	-0.0223	0.0099	0.0416
O	0.0123	-0.0051	-0.017
O	0.0002	0.002	-0.0187
O	-0.007	0.0042	-0.0012
O	-0.0038	-0.0059	-0.0101
O	0.0027	-0.0779	-0.0272
O	-0.0076	-0.0292	0.0248
O	-0.0009	-0.0027	0.0107
O	-0.0068	-0.0025	0.0178
O	0.0002	-0.0004	0.0125
O	-0.0104	0.0424	-0.0119
O	0.0456	-0.0449	0.0065
O	-0.0014	-0.0157	-0.0149
O	-0.0047	-0.0011	-0.0035
O	-0.0038	-0.0162	-0.0044
O	-0.0252	-0.0037	-0.0016
O	-0.0056	0.0022	-0.003
O	0.0197	0.017	-0.0299
O	-0.0204	0	0.0272
O	-0.007	-0.0036	-0.002
O	0.0051	0.0121	-0.0048
O	-0.0052	-0.0055	0.0055
O	0.0301	0.0117	-0.0145
O	-0.0082	-0.006	-0.0016
O	-0.0203	-0.0052	0.0124
O	0.0001	-0.0043	-0.0075
O	-0.0534	-0.0631	-0.0214
O	-0.0003	0.0016	0.0116
O	0.0169	-0.0034	-0.0168
O	-0.0147	0.008	-0.0063
O	0.0061	0.0107	0.0083
O	0.0007	0.0012	0.0094
O	-0.0022	0.0061	-0.0064
O	0.0045	-0.0014	0.0014
O	0.0048	-0.008	0.0138
O	-0.0017	0.0003	-0.0076
O	-0.0073	0.0016	0.0018
O	-0.0097	0.0234	-0.0329
O	-0.0176	-0.0135	-0.0138
O	-0.0144	-0.0019	-0.0128
O	0.0212	0.0195	-0.0166
O	0.0199	0.0067	0.0041
O	0.0041	-0.023	0.0082
O	0.0159	-0.041	-0.043
O	-0.002	0.0008	0.0291
O	-0.0093	0.0063	-0.0042

The program warned: the cutoff lies below the one the program advises for these potential files; the exchange-correlation potential is rough where the density is thin.
